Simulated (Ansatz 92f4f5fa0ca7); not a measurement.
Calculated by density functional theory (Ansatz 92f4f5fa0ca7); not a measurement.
Periodic cell of 223 atoms, Si132O90As1, from a study of silicon, its oxide and their interface. The atomic structure is a simulated model.
Doubt: the cutoff is far below the 930 eV that the study's wrapper takes by default for these files, so forces and energies are approximate.
This geometry differs little from another in the collection (a relaxation step or a small displacement).

Settings: functional PBE; potential files Ansatz PAW; basis plane waves; wave-function cutoff 580 eV; density cutoff ratio 5; exchange-correlation grid ratio 1; k mesh 1 x 1 x 1, Gamma-centred; self-consistency stop 5e-08 eV per atom in the density residual; occupations fixed; spin none; net charge +1 e, with a uniform compensating background and no finite-size correction.

Cell vectors (angstrom)
a  10.938  0  0
b  0  10.938  0
c  0  0  32.1988

Atoms and the computed forces on them: element, x, y, z (angstrom), force x, y, z (eV/angstrom)
Si  10.5811  0.2237  24.86  0.0026  -0.0061  -0.0166
Si  5.7325  10.6812  24.7374  -0.0005  0.0053  -0.0254
Si  2.4746  2.9167  24.6339  0.0062  -0.0028  -0.0227
Si  8.4206  2.4651  24.8202  -0.0066  0.0038  -0.0242
Si  0.27  5.1693  24.7502  -0.0017  0.0045  -0.0239
Si  5.1496  5.749  24.6848  0.0007  -0.0043  -0.0214
Si  2.9289  8.0092  24.5918  -0.0056  -0.0004  -0.0228
Si  7.936  8.4381  24.726  0.0072  -0.0031  -0.0186
Si  1.3241  1.3833  26.0292  0.0043  -0.0022  0.0044
Si  6.842  1.3095  26.1168  -0.0032  0.0025  0.0112
Si  4.0394  4.1055  25.9832  0.0014  -0.0021  0.0097
Si  9.6041  4.0592  26.0794  -0.0056  0.0056  0.0078
Si  1.3939  6.8282  25.996  -0.0005  0.0049  0.0114
Si  6.7638  6.8539  26.0185  0.005  -0.0022  0.0054
Si  4.0985  9.5347  25.9929  -0.0044  0.0033  0.0076
Si  9.4586  9.5709  26.1451  0.0001  -0.0038  0.0082
Si  2.7232  -0.0066  27.3371  -0.001  -0.0007  -0.0113
Si  8.1539  -0.0208  27.5557  -0.0041  -0.0032  0.0235
Si  0.0053  2.7158  27.4821  0.0038  0.0031  0.0241
Si  5.4356  2.7448  27.3589  0  -0.0013  -0.012
Si  2.724  5.4662  27.4243  0.0008  0.0021  0.0093
Si  8.1808  5.4719  27.3455  0.0004  -0.0023  -0.011
Si  -0.011  8.1831  27.3672  -0.0006  -0.0021  -0.0115
Si  5.4364  8.1994  27.4422  -0.0057  -0.0046  0.0157
Si  4.0755  1.365  28.7352  0.0041  -0.0003  0.0102
Si  9.5735  1.3538  28.8447  -0.0052  -0.0021  -0.0211
Si  1.3628  4.108  28.8104  -0.0035  -0.0089  -0.0158
Si  6.8242  4.1038  28.7322  0.0004  -0.0013  0.0117
Si  4.0943  6.8176  28.8012  -0.0001  0.002  -0.0131
Si  9.5498  6.8241  28.7404  0.0004  0.0046  0.0097
Si  1.3626  9.5666  28.7281  -0.0031  0.0001  0.0109
Si  6.7791  9.5432  28.8591  0.0152  0.0068  -0.0232
Si  0.0184  -0.0261  30.159  0.002  -0.0003  0.0011
Si  5.4207  0.0129  30.1586  -0.0056  0.004  0.0026
Si  2.7356  2.7252  30.1479  -0.004  0.0046  0.0017
Si  8.185  2.7499  30.1379  0.0002  -0.0007  0
Si  -0.0266  5.4721  30.1371  0.0014  0.001  0.002
Si  5.4807  5.4564  30.1479  0.0005  0.0006  0.0012
Si  2.7189  8.2113  30.124  0.0019  0.0004  -0.0002
Si  8.2013  8.176  30.1581  -0.0016  -0.0027  0.0021
Si  1.3755  1.3547  31.5276  0.0057  -0.007  -0.002
Si  6.82  1.3777  31.4956  -0.0014  0.004  0.0014
Si  4.1119  4.0895  31.5128  0.0019  -0.0053  0.0014
Si  9.5575  4.1031  31.5128  -0.0029  0.0045  -0.0005
Si  1.351  6.8474  31.4812  -0.006  0.0018  0.0003
Si  6.8429  6.8161  31.5371  0.0027  0.0009  -0.0003
Si  4.0735  9.5688  31.5212  -0.0003  -0.0011  0.0011
Si  9.5757  9.5505  31.5164  0.0027  -0.0022  0.0007
Si  2.7351  -0.0066  0.715  -0.0048  0.0045  0.0014
Si  8.1918  0.0031  0.6507  0.0036  0.0034  0.0017
Si  -0.008  2.7327  0.6787  -0.0012  0.002  0.0049
Si  5.4778  2.7287  0.6951  -0.0001  0.0026  -0.0003
Si  2.7339  5.4933  0.6413  -0.0014  0.0001  -0.0003
Si  8.2131  5.4515  0.7116  0.0011  -0.0022  0.0014
Si  0.0094  8.1876  0.6879  -0.0002  -0.0018  -0.0007
Si  5.4647  8.2087  0.6849  -0.002  0  -0.0004
Si  4.1278  1.3567  2.0696  0.0069  -0.0053  -0.0028
Si  9.5553  1.3523  2.0361  -0.0054  -0.0065  -0.0115
Si  1.3747  4.1323  2.007  -0.0041  0.0088  -0.0132
Si  6.8439  4.0855  2.0748  0.0006  -0.0055  -0.0016
Si  4.099  6.83  2.0464  0.0035  0.0038  -0.003
Si  9.5803  6.8347  2.0621  0.0036  0.0021  -0.0068
Si  1.3787  9.5409  2.0655  0.002  -0.0057  -0.0009
Si  6.83  9.5999  2.041  -0.0042  0.0001  -0.007
Si  -0.0295  -0.0386  3.3817  0.0143  0.0029  0.014
Si  5.4943  0.0078  3.4778  -0.0086  0.0066  -0.0114
Si  2.7787  2.8086  3.3537  -0.0102  -0.0276  0.0178
Si  8.1791  2.6731  3.4472  -0.0027  0.021  -0.01
Si  0.0454  5.485  3.4254  -0.004  0.0084  -0.015
Si  5.4767  5.471  3.4106  -0.0008  -0.0079  0.01
Si  2.771  8.2024  3.4535  -0.0144  -0.0058  -0.0138
Si  8.203  8.2308  3.3767  0.0034  -0.0068  0.0263
Si  1.4317  1.353  4.5943  -0.0106  0.0159  -0.0419
Si  6.8285  1.3581  4.9222  -0.0025  0.0016  -0.0006
Si  4.1586  4.0854  4.81  0.018  0.0232  -0.04
Si  9.5392  4.1214  4.71  -0.0016  -0.0157  -0.0074
Si  1.4105  6.8385  4.83  -0.0061  0.0126  -0.0075
Si  6.8291  6.8873  4.7312  0.0028  0.0096  -0.0149
Si  4.1402  9.5695  4.8448  -0.0001  0.0099  0.0131
Si  9.5521  9.5489  4.7957  -0.0099  -0.0116  -0.0264
Si  2.7578  0.1002  6.077  0.0122  -0.017  -0.0157
Si  8.1793  -0.0745  6.2547  0.0017  0.0097  -0.001
As  0.0214  2.6657  6.0317  -0.0027  0.007  0.0007
Si  5.4637  2.7365  6.3109  -0.0063  -0.0258  0.0002
Si  2.8287  5.4899  6.1719  -0.0029  0.0089  0.0047
Si  8.1733  5.4839  6.0646  0.0075  0.0082  -0.0184
Si  0.0049  8.19  6.162  0.0064  -0.005  -0.0071
Si  5.5284  8.2184  6.2358  -0.0025  0.0005  -0.0153
Si  3.8296  1.5719  7.6176  0.0251  -0.0101  0.0593
Si  9.7854  1.0849  7.4868  0.022  -0.0159  0.0263
Si  1.6611  3.8381  7.3287  -0.0706  0.016  0.0932
Si  6.6484  4.4168  7.4954  0.0021  0.0054  0.0713
Si  4.413  6.6395  7.5629  -0.0146  0.013  0.0318
Si  9.3667  6.9601  7.4219  0.005  -0.0004  0.0279
Si  1.1446  9.91  7.2971  0.0033  -0.0087  0.0271
Si  7.1411  9.2294  7.6868  -0.0087  0.0122  0.0624
O  8.3083  8.1038  7.9003  0  -0.0099  0.0054
O  2.6545  2.7027  7.953  0.0568  -0.0254  -0.0211
O  9.5162  1.3499  24.2675  0.0014  0.0012  0.0055
O  4.0447  6.8642  24.1283  0.0015  0.0025  0.0038
O  0.045  0.0562  7.9435  0.0049  -0.0093  -0.0026
O  5.5267  5.5128  8.0451  0.0147  -0.0175  -0.0153
O  6.8451  9.5722  24.1993  -0.0014  -0.0014  0.0062
O  1.3657  4.0627  24.1687  -0.0005  -0.0032  0.0057
O  3.869  7.4039  8.9361  0.0113  -0.008  -0.0159
O  0.7171  4.371  8.5325  0.0132  -0.0174  -0.0385
O  9.8039  6.2146  8.8315  -0.0243  0.0134  -0.0203
O  2.092  9.3719  8.5148  -0.0122  0.018  -0.0168
O  7.515  3.9368  8.8131  -0.014  0.0114  -0.0327
O  4.2648  0.9356  9.0807  -0.021  0.0171  -0.0401
O  6.7299  9.5594  9.2369  0.0014  -0.0007  -0.0499
O  9.2131  1.8875  8.7829  -0.0041  0.0104  -0.0091
O  7.7013  3.1527  23.5208  0.0077  -0.0068  0.0138
O  10.4897  5.8468  23.4475  0.0065  -0.0079  0.015
O  5.083  0.4388  23.4055  0.0067  -0.0088  0.0173
O  5.8582  5.0905  23.3589  -0.0063  0.0083  0.0146
O  3.0992  2.206  23.275  -0.0093  0.0067  0.0154
O  2.2929  8.722  23.2283  0.0102  -0.0071  0.0165
O  8.6192  7.7571  23.3929  -0.0085  0.0071  0.0133
O  0.2271  10.3262  23.595  -0.005  0.0069  0.0117
Si  4.3846  1.5705  22.4648  0  -0.0001  -0.0165
Si  3.4937  7.9235  14.0424  -0.0002  -0.0006  0.0086
Si  7.1188  0.9567  14.6693  -0.0005  -0.0008  0.0093
Si  0.941  9.3551  22.5183  -0.0022  0.0027  -0.0154
Si  1.1962  4.2934  11.8872  0.0023  -0.0032  0.0104
Si  6.2706  8.9638  15.3264  0.0011  -0.0006  0.0047
Si  0.6907  1.3573  12.3016  0.0022  0.0033  0.0062
Si  8.6251  4.9503  20.5089  0.0023  -0.002  -0.0106
Si  0.3129  5.7107  9.3623  0.0204  -0.0094  0.0226
Si  5.104  3.1234  17.9473  0.0012  0.0013  -0.0018
Si  0.8912  3.7451  16.7537  0.0008  -0.0006  0.0002
Si  10.4032  2.8469  19.2319  0.0003  0  -0.0068
Si  5.2871  1.1891  10.3619  0.0059  0.0032  0.0226
Si  0.8865  0.1778  19.8475  -0.0027  0.0022  -0.0091
Si  6.6498  9.4615  10.8842  0.0013  -0.0048  0.0216
Si  9.339  9.6776  18.3295  -0.0005  -0.0015  -0.0033
Si  9.3919  9.247  12.5822  0.0023  -0.001  0.0123
Si  6.5668  3.8453  22.5813  0.0016  -0.0013  -0.0145
Si  2.4358  8.0549  9.392  -0.0068  -0.0063  0.0216
Si  10.5892  7.3662  17.079  0.0003  -0.0002  0.0012
Si  2.5139  6.2898  16.588  -0.0004  -0.0004  0.0026
Si  10.1874  4.4927  14.1926  0.0014  0.0006  0.0061
Si  6.1402  9.1859  18.5204  0.0017  -0.0013  -0.003
Si  7.9621  2.5823  9.5958  -0.0036  -0.0053  0.0303
Si  8.8927  2.1373  12.4644  0.0048  -0.0013  0.017
Si  5.3409  6.2457  18.0701  -0.0011  -0.0008  -0.001
Si  3.9224  0.556  19.4665  0.0018  0.0002  -0.0094
Si  4.287  3.8484  12.0596  -0.0048  0.0041  0.0117
Si  5.5473  6.6046  12.153  -0.0014  -0.0009  0.0109
Si  8.0148  2.5056  17.2228  -0.0005  -0.0002  0.0004
Si  4.363  2.481  14.9705  -0.0011  0  0.007
Si  1.5454  1.2097  15.2651  -0.0006  0  0.0047
Si  1.5682  9.4034  12.0588  -0.0014  0.0012  0.0151
Si  8.0559  6.8532  13.8772  0.002  -0.0013  0.0099
Si  10.3837  9.8365  15.4955  0.001  0.0008  0.0043
Si  9.8048  7.0147  22.547  0.0001  -0.001  -0.0143
Si  8.1093  5.4831  17.4074  0.0007  0.0002  -0.0021
O  6.0488  7.9632  11.2977  0.0015  0.0046  -0.0074
O  6.021  9.2097  16.9011  -0.0002  0.0002  0.0001
O  7.6929  1.3554  13.1974  -0.0003  0.0003  -0.0071
O  0.903  1.7404  13.8672  0.0002  -0.0008  -0.0048
O  9.4269  6.2555  16.8765  -0.0011  0  -0.0005
O  6.7623  6.2046  13.1495  -0.0003  0.0005  -0.0053
O  5.1314  4.6609  18.6117  0.0002  0  0.0012
O  9.2321  2.158  18.2748  0.0018  0.0002  0.0018
O  2.3666  0.096  19.0795  0.0002  -0.0003  0.0025
O  9.4116  10.2342  16.7684  -0.0004  0  0.0002
O  2.7999  4.4373  11.6946  0.0027  -0.0006  -0.0047
O  5.0661  10.3224  19.1087  -0.0018  0.0017  0.0023
O  9.4408  3.2414  13.4925  -0.0016  -0.0015  -0.0066
O  0.4582  1.7659  19.961  0.0011  -0.0012  0.003
O  3.1585  1.3613  15.0649  0.0006  0  -0.003
O  8.1669  5.3737  19.0205  0.0003  -0.0006  0.0056
O  3.895  6.6032  17.3959  0.0013  0.0001  -0.0004
O  4.5847  3.2796  16.387  0.0004  -0.0001  -0.0003
O  9.0744  5.6686  14.3053  -0.0012  0.001  -0.0045
O  5.4456  2.7596  22.1377  -0.0003  0.0003  0.0037
O  10.6874  4.1513  15.6847  0.0006  -0.0005  -0.0016
O  0.3423  3.8687  18.2848  -0.0009  -0.0004  0.0022
O  10.4271  10.5141  19.2207  0.0029  0.001  0.0033
O  9.6473  10.0298  14.032  -0.0003  -0.0009  -0.0041
O  10.9058  8.1207  22.0897  0.0005  -0.0002  0.0038
O  1.1941  2.1609  16.5322  0  0  -0.0004
O  9.7321  3.7494  20.4201  -0.0016  0.0019  0.0039
O  8.1382  4.0315  16.677  -0.0002  0.0005  -0.0002
O  -0.0429  9.098  11.9096  0.0018  -0.0004  -0.0054
O  6.5886  2.4204  18.0131  -0.0005  -0.0003  0.0004
O  5.5869  10.724  11.1988  -0.0005  0.0039  -0.0078
O  7.7507  9.5938  18.8473  -0.0006  0.0001  0.001
O  10.0406  1.0239  12.052  -0.0024  0.0004  -0.0047
O  1.3467  6.9101  9.0378  0.0056  0.0064  -0.0066
O  0.633  4.7655  13.3436  -0.0001  0.0015  -0.0041
O  5.7109  7.6229  18.9841  0.0003  0.0009  0.0014
O  5.2468  5.091  11.5216  0.0004  -0.0001  -0.0054
O  2.7153  6.9784  15.1214  0  0.0003  -0.0029
O  0.9366  2.7302  11.4635  0  -0.0005  -0.0061
O  0.8654  10.6828  15.5497  -0.0001  -0.0004  -0.0025
O  2.3873  8.5588  10.9217  0.0025  -0.0031  -0.0135
O  4.7136  2.4434  11.2695  0.0023  -0.0077  -0.0096
O  4.2463  3.5148  13.6815  0.0004  0.0001  -0.0058
O  2.2098  4.6794  16.4959  0.0002  0  -0.0013
O  10.7045  8.2485  15.6979  0  -0.0003  -0.0023
O  6.9254  10.2898  14.6662  0  0.0005  -0.004
O  2.3474  8.9489  13.4319  0  -0.0001  -0.0053
O  8.0286  1.5215  15.9116  0.0002  0.0003  -0.0024
O  4.1261  6.9943  12.857  0.001  -0.0004  -0.0049
O  4.1785  2.0101  18.7251  -0.0011  -0.0027  0.0031
O  7.2892  4.4181  21.2594  -0.0036  -0.0019  0.0081
O  8.4185  2.9194  11.1096  -0.004  -0.0015  -0.0197
O  1.1782  6.861  17.3604  0.0002  0.0001  -0.0008
O  5.6563  1.5823  14.7343  0.0008  -0.0003  -0.0045
O  8.1369  9.7636  11.5885  -0.0058  0.0005  -0.0079
O  9.2009  6.2866  21.2345  0.0021  0.0034  0.0074
O  8.9507  7.7178  12.8521  0  0.0012  -0.0052
O  1.6593  0.107  11.8744  0.001  -0.0024  -0.0049
O  6.6438  6.1462  17.0621  0.0001  0.0001  -0.0005
O  7.4075  7.805  15.0484  -0.0004  0.0007  -0.0038
O  1.213  10.3014  21.2304  0.0002  -0.0048  0.01
O  10.0306  8.1988  18.3564  0  0.0009  0.0015
O  3.9463  0.8485  21.0814  0.0012  0.0027  0.0111
O  0.3504  5.2996  10.9115  -0.0055  0.0067  -0.0112
O  6.6991  1.572  9.6238  0.0024  0.0023  -0.0083
O  4.7854  8.697  14.6843  0.0003  0.0003  -0.0036

Results
free energy: -139961.782 eV
free energy less fixed offsets of As -4856.12, O -568.88, Si -635.61 eV per atom: -5.942 eV

The program warned: the cutoff lies below the one the program advises for these potential files; the exchange-correlation potential is rough where the density is thin.
